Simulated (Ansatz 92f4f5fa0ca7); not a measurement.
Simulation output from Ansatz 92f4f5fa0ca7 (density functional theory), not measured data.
Periodic cell of 372 atoms, Si240O132, from a study of silicon, its oxide and their interface. The atomic structure is a simulated model.
Doubt: the cutoff is far below the 930 eV that the study's wrapper takes by default for these files, so forces and energies are approximate.

Settings
functional: PBE
potential files: Ansatz PAW
basis: plane waves
wave-function cutoff: 580 eV
density cutoff ratio: 5
exchange-correlation grid ratio: 1
k mesh: 1 x 1 x 1, Gamma-centred
self-consistency stop: 5e-08 eV per atom in the density residual
occupations: fixed
spin: none
net charge: 0

Cell vectors (angstrom)
a  11.6015  0  0
b  0  13.3963  0
c  0  0  42.3255

Atoms: element, x, y, z (angstrom)
Si  0  2.2327  1.1851
Si  3.8672  2.2327  1.1851
Si  7.7343  2.2327  1.1851
Si  1.9336  5.5818  1.1851
Si  5.8008  5.5818  1.1851
Si  9.6679  5.5818  1.1851
Si  0  8.9308  1.1851
Si  3.8672  8.9308  1.1851
Si  7.7343  8.9308  1.1851
Si  1.9336  12.2799  1.1851
Si  5.8008  12.2799  1.1851
Si  9.6679  12.2799  1.1851
Si  1.9336  1.1164  1.9745
Si  5.8008  1.1164  1.9745
Si  9.6679  1.1164  1.9745
Si  0  4.4654  1.9745
Si  3.8672  4.4654  1.9745
Si  7.7343  4.4654  1.9745
Si  1.9336  7.8145  1.9745
Si  5.8008  7.8145  1.9745
Si  9.6679  7.8145  1.9745
Si  0  11.1635  1.9745
Si  3.8672  11.1635  1.9745
Si  7.7343  11.1635  1.9745
Si  1.9336  1.1164  4.3426
Si  5.8008  1.1164  4.3426
Si  9.6679  1.1164  4.3426
Si  0  4.4654  4.3426
Si  3.8672  4.4654  4.3426
Si  7.7343  4.4654  4.3426
Si  1.9336  7.8145  4.3426
Si  5.8008  7.8145  4.3426
Si  9.6679  7.8145  4.3426
Si  0  11.1635  4.3426
Si  3.8672  11.1635  4.3426
Si  7.7343  11.1635  4.3426
Si  0  0  37.985
Si  3.8672  0  37.985
Si  7.7343  0  37.985
Si  1.9336  3.3491  37.985
Si  5.8008  3.3491  37.985
Si  9.6679  3.3491  37.985
Si  0  6.6981  37.985
Si  3.8672  6.6981  37.985
Si  7.7343  6.6981  37.985
Si  1.9336  10.0472  37.985
Si  5.8008  10.0472  37.985
Si  9.6679  10.0472  37.985
Si  0  0  40.3531
Si  3.8672  0  40.3531
Si  7.7343  0  40.3531
Si  1.9336  3.3491  40.3531
Si  5.8008  3.3491  40.3531
Si  9.6679  3.3491  40.3531
Si  0  6.6981  40.3531
Si  3.8672  6.6981  40.3531
Si  7.7343  6.6981  40.3531
Si  1.9336  10.0472  40.3531
Si  5.8008  10.0472  40.3531
Si  9.6679  10.0472  40.3531
Si  0  2.2327  41.1425
Si  3.8672  2.2327  41.1425
Si  7.7343  2.2327  41.1425
Si  1.9336  5.5818  41.1425
Si  5.8008  5.5818  41.1425
Si  9.6679  5.5818  41.1425
Si  0  8.9308  41.1425
Si  3.8672  8.9308  41.1425
Si  7.7343  8.9308  41.1425
Si  1.9336  12.2799  41.1425
Si  5.8008  12.2799  41.1425
Si  9.6679  12.2799  41.1425
Si  0.5861  0.0065  30.292
Si  5.708  -1.1935  31.5654
Si  9.8108  -3.1775  30.5728
Si  2.3462  7.8372  28.5185
Si  4.922  6.382  28.7949
Si  8.6874  3.4744  30.782
Si  -2.1686  5.4301  31.7983
Si  1.8821  5.9429  32.0395
Si  7.7974  7.1652  29.9305
Si  1.8671  9.8956  30.8644
Si  7.8253  9.1745  31.1064
Si  7.6567  13.2807  30.879
Si  -0.0479  2.8426  30.552
Si  4.7505  2.2734  31.7509
Si  7.1909  2.017  31.8551
Si  0.3148  5.6775  29.1479
Si  4.2951  4.5141  31.2386
Si  11.346  6.6423  31.1535
Si  -0.1175  8.9667  31.6547
Si  3.4628  8.6763  31.9601
Si  5.7395  10.0597  30.4836
Si  2.1889  12.2304  31.4473
Si  4.0604  13.5955  30.682
Si  9.5964  12.2903  31.6152
Si  0.0092  2.4034  33.8256
Si  3.9524  2.2461  34.0207
Si  7.6771  2.1426  34.1381
Si  1.8578  5.6129  34.3462
Si  5.6401  5.4981  33.9983
Si  9.5636  5.5517  34.1426
Si  -0.0824  8.9424  34.0483
Si  3.7944  8.9268  34.2324
Si  7.6984  8.9471  33.7017
Si  1.9569  12.2783  33.8742
Si  5.7757  12.2475  33.985
Si  9.6511  12.2925  33.982
Si  1.9092  1.1594  34.6213
Si  5.7644  1.0486  34.9305
Si  9.7242  1.1498  34.7147
Si  -0.0905  4.4619  34.9388
Si  3.8114  4.4375  34.9591
Si  7.6113  4.4239  34.8107
Si  1.8462  7.8552  34.9776
Si  5.8064  7.7798  34.6918
Si  9.5521  7.8351  34.777
Si  0.0024  11.1938  34.768
Si  3.8364  11.1897  34.8489
Si  7.7163  11.1158  34.7449
Si  1.9257  1.1224  37.0876
Si  5.7939  1.1013  37.2591
Si  9.6829  1.1229  37.1323
Si  -0.0127  4.4611  37.2631
Si  3.8608  4.454  37.277
Si  7.7176  4.4665  37.1819
Si  1.9177  7.8246  37.2939
Si  5.8166  7.8105  37.1202
Si  9.6487  7.824  37.1673
Si  0.0065  11.1703  37.164
Si  3.8631  11.176  37.2109
Si  7.7307  11.1527  37.1519
Si  0.0116  -0.0059  5.1271
Si  3.8741  0.0046  5.2003
Si  7.7268  -0.0062  5.1539
Si  1.9478  3.343  5.1
Si  5.7939  3.334  5.1235
Si  9.6619  3.3556  5.1021
Si  -0.0019  6.7094  5.0939
Si  3.8831  6.6817  5.1082
Si  7.7524  6.6962  5.0841
Si  1.9414  10.0479  5.1967
Si  5.7868  10.0672  5.1817
Si  9.6767  10.0427  5.1655
Si  0.0681  -0.0174  7.4889
Si  3.9171  0.0372  7.6357
Si  7.7306  -0.0344  7.5359
Si  2.0022  3.3661  7.436
Si  5.8263  3.2974  7.4803
Si  9.6651  3.391  7.4439
Si  0.0784  6.7469  7.4279
Si  4.0116  6.608  7.4539
Si  7.8484  6.683  7.4137
Si  1.9928  10.0266  7.618
Si  5.7667  10.0976  7.5855
Si  9.7129  10.0313  7.558
Si  0.0192  2.2798  8.0926
Si  3.8744  2.309  8.4413
Si  7.7774  2.2053  8.2819
Si  2.0017  5.6023  8.132
Si  6.0049  5.5025  8.2024
Si  9.7999  5.6156  8.28
Si  0.0446  8.9176  8.3839
Si  3.9339  8.7825  8.3041
Si  7.692  8.913  8.1545
Si  1.9862  12.2967  8.44
Si  5.8329  12.3201  8.5609
Si  9.711  12.2927  8.2442
Si  -0.0642  2.3688  10.385
Si  3.7882  2.483  10.9169
Si  7.7361  2.3626  10.6468
Si  1.5792  5.5584  11.3919
Si  9.759  5.5972  10.6944
Si  7.6152  4.7367  10.8373
Si  0.0055  8.9712  10.8191
Si  3.4999  8.6626  11.3396
Si  9.7456  7.7642  11.6236
Si  1.8567  12.4976  10.8633
Si  5.6661  12.6814  11.0383
Si  9.8239  12.436  10.5798
Si  1.7532  1.3551  11.3998
Si  5.8015  1.5399  11.6377
Si  9.7267  1.2448  11.3118
Si  -0.26  4.1767  11.8221
Si  3.4279  4.4722  12.1913
Si  5.9967  5.5376  13.2073
Si  1.5406  7.7461  12.0539
Si  5.7441  8.4302  13.4907
Si  7.9459  9.1  11.2391
Si  0.0046  11.2405  11.503
Si  3.7614  11.6711  11.9103
Si  8.2854  11.3018  11.8367
O  3.2096  4.0266  13.7686
O  5.6256  9.5921  14.6361
O  10.1298  1.0589  12.9503
O  9.6757  7.6652  13.2993
O  1.2918  1.3172  13.0299
O  6.1889  1.8429  13.2648
O  1.3219  7.7927  13.7267
O  -0.1009  11.164  13.1955
O  3.8825  11.3784  13.5518
O  -0.3602  3.4021  13.3625
O  5.8943  4.3461  14.2856
O  8.8592  11.1587  13.3907
O  6.4242  3.7384  27.154
O  1.8587  9.2027  29.2987
O  7.8116  -0.2189  29.1757
O  11.1058  5.9763  27.7364
O  8.8785  6.8699  28.713
O  0.6578  12.636  28.8546
O  10.1557  10.3183  28.9336
O  3.9331  7.6725  28.769
O  5.1967  10.1925  28.911
O  12.0204  4.1108  29.6165
O  0.4263  7.4222  24.8138
O  -0.8564  -0.0482  31.0284
Si  7.6857  11.3694  23.3602
Si  4.4077  10.6593  14.9244
Si  7.3866  9.828  25.921
Si  2.5134  9.0666  16.8794
Si  -0.568  -0.0094  16.1981
Si  7.8462  3.588  27.9326
Si  8.5225  7.1789  22.294
Si  1.4144  11.551  17.9858
Si  7.4382  7.9584  19.6151
Si  10.4143  2.1085  23.73
Si  4.0773  -0.6604  17.0594
Si  0.7895  8.5522  25.9309
Si  5.1819  5.5237  17.1591
Si  9.5015  6.0623  27.4297
Si  0.6137  10.519  20.7989
Si  7.4593  0.6843  27.862
Si  7.6603  3.777  16.81
Si  7.639  6.9736  25.2799
Si  11.4385  1.7725  13.6735
Si  -1.0188  4.7806  22.6065
Si  4.6721  14.7921  19.0109
Si  7.3592  1.5536  20.3031
Si  9.3183  14.959  18.3514
Si  4.3718  7.6804  19.0784
Si  6.1065  2.7699  14.5938
Si  12.1641  12.7245  27.2363
Si  7.8254  6.7166  16.8036
Si  2.5584  10.8933  25.5852
Si  3.5699  2.0716  16.4391
Si  -1.6466  2.5631  20.9045
Si  6.2232  13.7321  22.9016
Si  2.5764  8.3742  21.5354
Si  5.6063  4.8331  26.2736
Si  4.4296  13.8442  28.3439
Si  2.1531  1.6472  26.4961
Si  2.8023  11.1044  22.6015
Si  1.9454  1.7477  23.7397
Si  8.2432  13.7718  24.9453
Si  10.2264  10.4041  27.3107
Si  10.2439  11.0368  14.2481
Si  4.9026  10.8403  27.4451
Si  9.1744  9.8079  21.1517
Si  3.5304  13.799  21.6872
Si  1.0345  7.0243  15.1422
Si  2.8825  4.0975  25.0289
Si  2.7578  4.4837  15.2682
Si  1.3381  6.4756  23.8271
Si  9.8607  8.0361  14.8761
O  9.4979  1.4056  24.8755
O  6.167  4.2109  17.4134
O  0.377  5.4591  23.0245
O  3.0179  11.8699  17.9263
O  4.4881  6.1355  18.5134
O  2.3521  5.6183  24.7924
O  7.5179  7.0788  21.004
O  4.7405  14.3347  22.6554
O  3.8943  2.4173  18.008
O  -0.8345  3.9422  21.2102
O  8.6394  2.9502  17.8021
O  3.5955  8.6833  18.0381
O  3.2437  1.3395  27.667
O  4.491  4.128  25.3251
O  0.9864  11.509  19.5475
O  5.1092  0.0858  18.0952
O  3.0843  11.5078  24.1677
O  4.4522  12.3763  27.6618
O  -3.1955  5.2067  16.4926
O  1.2006  11.1696  22.1953
O  8.7617  10.1901  26.6808
O  3.9645  5.2068  16.1151
O  6.685  5.6661  25.392
O  3.1918  0.4906  16.28
O  4.8737  2.2634  15.5014
O  10.1113  3.7212  23.7713
O  8.3098  10.9298  21.9433
O  6.9722  8.2513  26.063
O  6.1932  6.6991  16.6201
O  7.1001  0.5694  21.5531
O  3.5531  7.6114  20.4837
O  9.4414  5.8711  22.3714
O  8.1116  7.1493  18.3558
O  -0.5525  7.1081  15.4923
O  10.2564  9.6099  15.0353
O  9.4497  8.5107  22.114
O  1.8314  12.0005  26.5231
O  6.9354  1.0535  24.1938
O  2.1468  0.944  22.3523
O  -0.9969  10.4376  20.7612
O  1.4908  9.766  25.1036
O  5.9578  2.1112  19.6927
O  3.7205  10.1944  26.5125
O  8.1465  14.1119  19.1298
O  -1.1348  1.9495  19.4718
O  8.9842  4.5295  27.2773
O  8.5125  7.7504  15.7539
O  1.297  9.0172  20.7106
O  10.308  12.2144  15.3501
O  9.9402  14.0436  17.1962
O  2.3633  3.0835  16.0182
O  -0.4875  9.1451  26.7437
O  2.1452  7.338  22.7153
O  10.1478  1.5622  22.2009
O  10.8227  11.8702  26.8299
O  7.5035  10.0812  24.3213
O  1.4699  5.4531  15.1284
O  2.6045  3.249  23.6528
O  9.1119  6.7593  25.9976
O  8.6837  12.4307  24.1154
O  0.3652  1.8329  24.0773
O  4.9013  11.8093  15.9917
O  6.2375  12.1094  23.1517
O  5.8723  8.2905  19.3056
O  7.8327  13.3304  26.463
O  3.631  14.3582  20.1751
O  8.3212  2.8037  20.7606
O  2.6409  1.0256  25.0479
O  1.2845  10.0241  17.3974
O  5.8764  1.1112  27.9742
O  7.7271  7.2799  23.7005
O  1.8845  7.9824  26.9722
O  8.3115  9.3272  19.8439
O  3.5767  12.1783  21.653
O  -0.075  14.5992  15.2114
O  1.8787  7.6781  16.3579
O  8.3256  2.0525  27.8211
O  7.4643  2.7701  15.5162
O  0.7086  0.9281  26.8599
O  2.1042  3.2895  26.2671
O  3.1962  9.8299  15.6123
O  6.2599  10.7741  26.5789
O  0.5957  -0.729  17.1181
O  3.3762  9.6134  22.2618
O  7.7286  3.9958  29.5104
O  4.351  8.3376  12.6771
O  2.6555  4.5742  31.474
O  14.5931  -6.278  31.6474
O  6.0171  6.9286  14.0436
O  5.2329  5.2977  32.3571
O  7.3617  5.3189  12.3618
O  4.7408  5.473  12.1679
O  0.0435  2.9841  32.199
O  4.0111  8.1044  9.8765
O  6.92  8.767  12.4544
O  12.5097  1.6007  30.0913
O  8.0371  19.6081  31.2428
O  6.4135  5.3494  9.8486
O  1.7785  6.3627  28.9641
O  4.8368  5.8489  27.2615
O  3.6556  10.2615  11.0814
O  4.581  5.1172  29.7626
O  25.0764  5.6231  9.7742
O  7.2683  8.772  9.7872
O  4.9278  -4.5804  31.204
O  6.8358  -14.7619  12.0369
O  6.3772  6.9348  29.2012
O  9.9683  15.9878  30.2023

Results
free energy: -227634.103 eV
free energy less fixed offsets of O -568.88, Si -635.61 eV per atom: 4.457 eV

Forces (eV/angstrom), in the order of the atoms: element, x, y, z
Si  -0.005  0.0068  0.0348
Si  -0.0138  0.0136  -0.0372
Si  -0.0058  -0.0124  0.0028
Si  0.016  -0.016  0.0337
Si  -0.0047  -0.0298  -0.0098
Si  -0.023  -0.014  0.018
Si  -0.0315  0.0035  -0.0076
Si  -0.0043  -0.0134  0.0099
Si  0.0128  -0.0058  -0.0152
Si  -0.0162  0.0307  -0.016
Si  -0.0033  0.0322  0.0434
Si  0.0208  0.0124  0.0441
Si  0.0715  -0.0495  0.0159
Si  -0.0195  -0.0288  0.0105
Si  -0.021  -0.0298  0.0012
Si  0.0071  0.0023  -0.0166
Si  0.0484  -0.0414  0.0092
Si  -0.0431  -0.0148  0.007
Si  0.0609  0.067  -0.0155
Si  0.028  0.0797  -0.0164
Si  0.0243  0.0631  0.0034
Si  0.0422  -0.0532  0.0033
Si  -0.051  0.0427  -0.0038
Si  0  -0.045  -0.0219
Si  0.1818  -0.1465  0.0305
Si  -0.0708  -0.1796  0.0436
Si  -0.0238  -0.1013  0.1789
Si  0.0656  0.0144  -0.0237
Si  0.0984  -0.0903  -0.3184
Si  -0.1198  -0.0917  -0.2134
Si  0.1216  0.1493  0.094
Si  0.0404  0.2124  0.113
Si  0.0633  0.1875  -0.2891
Si  0.122  -0.1371  0.1718
Si  -0.0418  0.0868  0.2754
Si  -0.0384  -0.0712  0.268
Si  0.089  0.1114  -0.3374
Si  -0.38  0.0925  0.0263
Si  0.2499  -0.0943  -0.2778
Si  -0.1203  -0.3431  0.0765
Si  0.1026  -0.0375  0.3344
Si  -0.2748  -0.1722  0.0095
Si  -0.3715  0.101  0.1486
Si  0.2432  0.124  -0.0698
Si  -0.093  0.0277  -0.0978
Si  -0.0637  0.2727  0.254
Si  0.0277  -0.1068  -0.2942
Si  0.0043  0.0581  -0.2418
Si  0.0533  0.0402  0.0108
Si  -0.1688  0.06  -0.0006
Si  0.1253  -0.0276  0.0151
Si  -0.0251  -0.1244  0.0148
Si  0.0153  -0.0481  0.0003
Si  -0.1057  -0.0626  0.0152
Si  -0.1373  0.0092  0.0121
Si  0.0925  0.066  0.0189
Si  -0.0186  0.001  -0.0071
Si  -0.0272  0.1221  -0.0083
Si  0.0079  -0.0599  -0.0082
Si  0.0141  0.0222  0.0086
Si  0.0069  0.0025  -0.0062
Si  0.0245  -0.0077  0.0443
Si  -0.0015  0.0292  0.0276
Si  -0.009  0.009  -0.0836
Si  0.0081  0.0121  0.0091
Si  0.0141  0.012  0.0123
Si  0.0336  -0.0132  -0.0005
Si  -0.0092  0.0041  0.0026
Si  -0.0047  -0.0084  -0.0138
Si  0.0106  -0.0382  0.0636
Si  -0.0044  -0.0205  -0.1032
Si  -0.01  -0.0162  -0.016
Si  0.4469  -0.2963  0.0733
Si  0.0195  -0.2472  -0.0117
Si  0.2581  -0.0217  -0.3726
Si  -0.1788  0.0067  -0.2702
Si  -0.2175  -0.1366  -0.3235
Si  -0.3732  -0.3989  -0.4876
Si  -0.1361  0.5397  0.5866
Si  -0.0517  -0.2076  0.3192
Si  0.2028  -0.05  -0.195
Si  0.0801  -0.2527  -0.6559
Si  -0.1581  0.037  0.2194
Si  -0.1572  -0.0259  -0.4692
Si  0.0001  0.0058  -0.0786
Si  0.1159  -0.3438  -0.0678
Si  -0.2624  -0.1168  -0.0334
Si  -0.2766  0.7252  0.1376
Si  -0.1226  -0.4582  0.0891
Si  0.3419  -0.1125  -0.0882
Si  -0.2559  -0.1173  0.3699
Si  0.1837  -0.3303  0.0562
Si  0.0017  0.3175  -0.0725
Si  0.0844  0.2873  0.0905
Si  0.0884  0.1757  0.3296
Si  0.1893  0.323  0.0467
Si  0.0011  0.2453  -0.3677
Si  -0.0363  -0.0138  -0.0401
Si  0.0194  0.0336  -0.0346
Si  -0.0036  0.0291  -0.3522
Si  -0.257  0.0588  -0.4977
Si  -0.1635  -0.0896  -0.1713
Si  0.0396  0.0047  -0.0144
Si  -0.0176  -0.0095  0.0024
Si  -0.0092  0.0017  -0.0236
Si  -0.0771  -0.0157  0.0057
Si  -0.0659  0.0079  -0.0387
Si  -0.0394  -0.2308  0.1142
Si  0.2429  -0.05  -0.0481
Si  0.0606  -0.052  -0.0282
Si  -0.0197  -0.003  -0.0652
Si  0.0177  0.1686  -0.109
Si  -0.1517  -0.1138  0.0742
Si  0.1013  -0.0425  0.0492
Si  -0.1215  0.0785  0.0537
Si  0.0194  0.1177  -0.0251
Si  0.0904  0.06  -0.1963
Si  -0.0353  0.017  -0.042
Si  0.0895  0.0583  -0.1121
Si  0.049  0.0533  -0.1518
Si  -0.0411  0.0188  0.07
Si  0.0212  -0.0526  -0.0379
Si  0.107  0.0146  0.0914
Si  0.0312  -0.0463  -0.0105
Si  0.0702  0.0333  -0.0437
Si  -0.117  -0.0116  0.0384
Si  -0.018  0.0467  -0.1085
Si  0.0373  -0.0682  0.0341
Si  -0.0323  0.0132  0.0353
Si  0.0031  0.0216  -0.008
Si  0.02  -0.0265  -0.0297
Si  -0.0105  -0.046  0
Si  0.0087  0.0203  -0.0222
Si  0.0146  0.0605  0.0173
Si  -0.0342  0.0022  -0.0309
Si  0.0105  0.05  -0.0908
Si  0.0282  0.0714  -0.0564
Si  -0.03  0.0371  -0.0315
Si  0.0298  0.0151  -0.0544
Si  0.0188  -0.0819  -0.068
Si  -0.002  -0.0362  -0.0798
Si  0.0269  -0.026  -0.0394
Si  -0.0692  0.0179  -0.0825
Si  -0.0643  -0.0282  -0.0528
Si  -0.0053  0.0531  0.0735
Si  -0.0642  0.0323  0.1396
Si  0.0815  0.0899  0.0707
Si  -0.1479  -0.1098  0.0623
Si  0.0063  -0.1778  0.0687
Si  -0.0138  -0.0242  0.0484
Si  -0.0615  -0.0331  0.0114
Si  -0.0045  0.1313  -0.0925
Si  0.0844  0.1226  -0.0555
Si  -0.001  0.1438  0.1127
Si  0.0611  0.2086  -0.2485
Si  -0.0761  0.0157  0.0445
Si  0.0392  -0.0071  -0.0858
Si  0.1017  -0.022  0.0901
Si  -0.0488  0.0075  -0.0673
Si  -0.0997  -0.056  0.0748
Si  0.221  -0.0827  0.6505
Si  0.2352  -0.1158  0.1631
Si  0.0747  -0.0853  0.251
Si  -0.0106  -0.4391  0.2822
Si  -0.17  -0.066  0.467
Si  0.07  -0.1058  0.0389
Si  -0.1432  0.0999  -0.0674
Si  -0.0022  -0.0879  0.0259
Si  0.2136  0.2047  -0.0462
Si  -0.2611  0.0985  -0.3504
Si  -0.0349  0.3268  -0.2437
Si  0.0331  -0.319  0.1036
Si  -0.1273  -0.0535  -0.3099
Si  0.1133  0.1944  -0.2009
Si  -0.5259  0.1543  -0.4607
Si  0.4293  -0.1013  -0.0587
Si  0.0534  0.0076  0.4136
Si  0.0698  0.2528  -0.3142
Si  0.1816  -0.0531  0.1466
Si  -0.2625  0.1473  -0.2924
Si  -0.1646  -0.2996  0.3538
Si  0.2623  0.1747  0.4055
Si  0.1272  -0.2071  0.3506
Si  -0.043  -0.2386  0.1332
Si  0.2241  -0.0797  0.274
Si  -0.0055  -0.0166  0.2454
Si  -0.2375  0.2093  0.6065
Si  0.1568  0.1876  0.0298
Si  -0.1034  -0.1203  0.059
Si  0.1125  -0.2159  0.7022
Si  -0.0539  0.0014  0.4207
Si  0.3788  -0.185  0.4966
O  -0.077  0.0385  -0.3468
O  0.0013  -0.0507  -0.1999
O  -0.0087  0.161  -0.1321
O  0.16  -0.1553  -0.1327
O  -0.0632  0.2223  -0.1457
O  -0.1048  -0.2275  -0.4452
O  0.146  0.0141  -0.5421
O  0.1187  0.0831  -0.4233
O  -0.1202  0.1952  -0.5773
O  0.0218  0.391  -0.3653
O  0.0434  0.0882  -0.1349
O  -0.0275  0.0399  -0.0954
O  0.1104  0.0012  0.1181
O  0.0157  0.1856  0.2473
O  0.027  0.0719  0.3097
O  0.0865  -0.2622  0.0278
O  -0.0391  0.1404  0.2363
O  -0.0555  -0.083  0.1422
O  -0.1322  -0.0227  0.519
O  0.1032  -0.0413  0.1048
O  0.166  -0.1591  0.5511
O  0.0564  -0.2804  0.0119
O  0.022  -0.0204  -0.0174
O  -0.2391  -0.1234  0.2346
Si  0.0804  -0.0597  0.1341
Si  0.1497  0.0386  0.3167
Si  -0.0763  -0.2046  -0.022
Si  -0.0159  0.147  0.085
Si  0.0485  -0.2341  0.3554
Si  -0.1171  0.1619  -0.1798
Si  -0.1059  0.0434  0.1238
Si  0.1302  -0.0322  -0.202
Si  -0.055  -0.1326  -0.2089
Si  0.0207  0.0284  0.114
Si  -0.0035  -0.0223  -0.1314
Si  0.0466  0.1082  -0.0974
Si  0.1149  -0.0263  0.0046
Si  0.0323  0  -0.1796
Si  0.1136  0.1006  -0.0928
Si  -0.2913  -0.0122  0.0597
Si  0.0113  0.1012  0.0504
Si  -0.1274  -0.0976  0.1302
Si  0.183  -0.2473  0.0057
Si  0.0714  -0.0715  0.1645
Si  -0.0025  -0.0389  -0.1396
Si  -0.0938  -0.0045  -0.1594
Si  -0.0283  0.0076  -0.164
Si  0.0273  -0.0822  -0.2372
Si  0.0432  -0.1009  0.3337
Si  0.2197  0.0277  -0.253
Si  -0.0699  -0.1232  -0.0461
Si  -0.1354  -0.1669  0.0142
Si  -0.1312  -0.1546  0.0394
Si  0.0061  -0.0686  -0.1004
Si  0.0467  0.1047  0.0647
Si  0.0425  0.0024  0.0689
Si  -0.0357  -0.0042  -0.2107
Si  -0.1444  -0.1197  -0.0011
Si  0.1734  0.046  -0.085
Si  -0.0079  -0.0046  0.2311
Si  0.0585  0.1306  0.118
Si  0.0231  0.0123  -0.1927
Si  0.0804  -0.2375  -0.2369
Si  -0.2171  0.0156  -0.1726
Si  -0.035  0.1969  -0.0886
Si  -0.0587  -0.0845  0.0847
Si  0.0324  0.098  -0.0708
Si  -0.0785  -0.0725  0.2666
Si  0.1348  0.0159  0.0638
Si  0.1961  0.004  0.2074
Si  -0.0223  -0.0102  0.2516
Si  -0.1216  0.0241  -0.0239
O  -0.0284  -0.0162  -0.0211
O  -0.0179  -0.0278  0.0122
O  -0.0458  -0.029  -0.1356
O  -0.06  -0.0339  0.0659
O  -0.0231  0.0534  0.0757
O  -0.0699  0.0094  -0.048
O  0.0314  -0.0128  0.0285
O  0.0183  -0.0376  0.0295
O  0.0573  0.009  0.0555
O  -0.015  0.0177  -0.0574
O  0.012  -0.051  0.0603
O  0.0455  -0.0206  0.0539
O  -0.036  0.0265  0.066
O  0.0303  -0.0264  0.0202
O  -0.0712  -0.0588  0.2232
O  0.0115  0.0442  0.1102
O  0.0265  0.0323  -0.114
O  -0.0488  -0.1147  -0.0704
O  -0.0474  -0.0065  -0.0279
O  -0.0179  -0.0267  -0.0515
O  0.0134  0.0815  0.067
O  -0.0679  -0.0075  -0.1025
O  0.0649  0.0405  0.0034
O  0.0118  0.0725  0.0301
O  0.0199  0.0076  -0.0842
O  0.0161  0.0083  -0.0759
O  0.0144  -0.0117  -0.1064
O  0.0402  0.0868  0.0256
O  0.0199  0.0379  0.0116
O  0.0163  -0.0616  0.0194
O  -0.0497  0.0007  0.1187
O  -0.0159  -0.0157  -0.0704
O  0.0276  0.0964  0.1827
O  0.1174  -0.0638  -0.07
O  0.0633  0.1037  -0.0743
O  0.031  0.0401  -0.0292
O  -0.054  0.0369  0.042
O  0.0026  -0.0603  0.0085
O  0.0201  -0.0486  -0.0361
O  -0.0398  0.0126  -0.0146
O  0.011  0.0497  0.0242
O  0.016  0.0092  0.0278
O  0.0943  0.0175  0.1021
O  0.0087  0.0547  0.1077
O  -0.0275  0.0415  0.1847
O  -0.0115  -0.0243  0.0599
O  0.0589  0.036  -0.125
O  -0.0517  -0.0256  -0.0147
O  0.0075  -0.0039  -0.0531
O  0.0351  -0.0292  -0.0763
O  0.0135  0.0325  -0.109
O  -0.059  0.123  0.0834
O  0.063  0.0642  -0.134
O  0.0045  -0.0133  -0.0935
O  -0.0724  0.0325  0.0702
O  -0.0234  0.0502  -0.0406
O  -0.0883  0.0677  -0.2012
O  -0.0573  -0.0677  -0.1055
O  0.0223  -0.0639  0.1065
O  -0.0391  0.0514  0.0281
O  -0.0294  -0.0361  -0.0159
O  -0.0643  -0.0379  -0.0627
O  -0.0105  0.0468  -0.0448
O  0.0493  0.0733  0.0994
O  0.0413  0.0518  0.0901
O  -0.0541  -0.0407  0.1398
O  0.0407  0.0217  0.0653
O  -0.0706  0.0217  -0.0628
O  0.0129  -0.0362  0.006
O  0.101  0.0485  0.1342
O  0.049  0.053  -0.1978
O  0.2152  -0.076  0.2017
O  0.0448  0.0899  0.0293
O  -0.003  -0.0334  -0.0244
O  -0.0372  0.3032  -0.2341
O  -0.0328  -0.0386  -0.1385
O  0.1707  -0.1007  0.0464
O  -0.0274  -0.0039  -0.0587
O  -0.1197  -0.0348  0.1
O  -0.0629  0  -0.0044
O  -0.0392  -0.0316  -0.0833
O  -0.0053  0.0239  0.0088
O  -0.1149  0.1001  -0.0896
O  -0.0095  -0.0061  -0.0395
O  0.1524  -0.0497  0.1374
O  0.1455  -0.1046  0.1521
O  -0.0211  0.2685  0.0483
O  -0.1611  0.0691  0.141
O  0.0135  -0.043  -0.1504
O  0.2728  0.1926  0.4241
O  -0.1891  -0.0163  0.0703
O  -0.0821  -0.0089  -0.0124
O  0.0424  -0.2512  0.5532
O  -0.1824  0.2825  -0.1772
O  -0.2614  0.0432  0.1084
O  -0.1434  0.2491  -0.082
O  0.2122  -0.213  0.2902
O  0.0253  -0.1111  -0.2313
O  0.2584  -0.0688  -0.069
O  -0.0353  0.1378  0.3041
O  -0.0125  -0.2596  -0.1442
O  0.0303  0.2051  -0.1056
O  -0.1165  -0.0735  -0.0504
O  0.1054  0.1588  -0.5431
O  0.0147  0.3892  -0.0699
O  -0.2961  0.1131  -0.4084
O  -0.0689  0.0448  -0.0185
O  0.0006  -0.0157  0.0221

The program warned: the cutoff lies below the one the program advises for these potential files; the forces do not sum to zero within the program's tolerance; the exchange-correlation potential is rough where the density is thin.
